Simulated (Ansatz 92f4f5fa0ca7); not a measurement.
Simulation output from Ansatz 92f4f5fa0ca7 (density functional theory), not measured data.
Periodic cell of 200 atoms, Si117O83, from a study of silicon, its oxide and their interface. The atomic structure is a simulated model.

Settings
functional: PBE
potential files: Ansatz PAW
basis: plane waves
wave-function cutoff: 700 eV
density cutoff ratio: 5
exchange-correlation grid ratio: 2
k mesh: 2 x 2 x 1, shifted by 0.5 0.5 0.5 of a step
self-consistency stop: 5e-08 eV per atom in the density residual
occupations: Fermi-Dirac, 0.05 eV
spin: none
net charge: 0

Cell vectors (angstrom)
a  11.5983  0  0
b  0  11.5983  0
c  3.6237  3.0743  26.0261

Atoms and the computed forces on them: element, x, y, z (angstrom), force x, y, z (eV/angstrom)
Si  0.9119  8.2494  -2.0916  -0.4549  0.2349  -0.0454
Si  -1.8191  11.6284  -0.0962  0.241  0.234  -0.502
Si  8.4595  3.2917  -3.1618  -0.1327  -0.1421  -0.5497
Si  3.662  9.4535  -1.7372  0.0072  0.1409  0.0145
Si  4.7323  12.1912  -0.661  0.0225  -0.0698  -0.473
Si  -0.5682  4.8043  0.7507  0.6031  -0.1363  0.0941
Si  7.5896  12.1748  0.8478  -0.4794  -0.2193  -0.1117
Si  8.0985  6.9691  -1.4832  -0.3729  0.6913  -0.0049
Si  8.8425  4.9005  -0.5267  -0.1199  -0.3747  -0.2695
Si  0.5307  8.6043  1.4909  -0.1737  -0.0111  0.0487
Si  0.0698  12.4112  1.13  0.2749  -0.1252  0.0913
Si  1.9147  5.4166  -1.1229  0.1607  0.0402  -0.2441
Si  3.7777  6.6696  2.3721  0.0513  0.0011  0.0485
Si  3.2365  12.441  1.0751  -0.5795  -0.1308  0.0558
Si  4.3037  4.8187  0.9743  -0.3178  0.0489  -0.1764
Si  8.1353  8.3078  0.6304  0.1898  0.0028  0.038
Si  10.3885  9.2846  0.078  0.394  -0.4891  -0.2781
Si  6.9305  4.5949  0.9226  0.0445  -0.0958  0.321
Si  -0.0732  10.559  2.604  0.3369  0.1069  0.499
Si  -0.2832  14.47  2.2147  0.0336  0.0922  0.1299
Si  -0.1324  6.5526  2.3975  -0.0671  0.0037  -0.0267
Si  3.6204  10.5424  2.4445  -0.1357  -0.0838  0.0567
Si  3.6471  14.4405  2.2452  0.0539  0.0734  0.0597
Si  2.9905  8.6082  1.2427  0.2324  0.3169  -0.348
Si  7.5327  10.248  2.1516  0.1279  -0.2262  0.1083
Si  7.3838  14.203  2.1711  0.0172  0.1426  0.0867
Si  7.6086  6.5372  2.2277  -0.1103  0.0629  -0.032
Si  -2.1836  10.3873  3.6118  -0.1043  0.0176  0.068
Si  -2.2398  14.3035  3.5433  -0.0844  0.0007  -0.0077
Si  -2.1247  6.5517  3.6942  -0.1048  -0.1835  -0.0088
Si  1.8465  10.5479  3.9465  -0.0648  0.2178  0.064
Si  1.7061  14.4612  3.6227  0.037  0.1062  -0.1386
Si  1.8532  6.5691  3.7361  -0.1458  -0.2584  0.0844
Si  5.6461  10.4174  3.6771  -0.0606  0.0315  -0.0413
Si  5.538  14.2668  3.6808  0.0891  -0.0605  0.1039
Si  5.6909  6.6978  3.7482  0.0921  -0.0171  -0.0029
Si  -2.0986  8.5115  5.0357  -0.0313  0.033  -0.1286
Si  -2.1718  12.3653  4.9159  -0.0403  0.0307  -0.0871
Si  9.3465  4.5835  5.0231  0.0937  -0.0043  0.0148
Si  1.8554  8.5366  5.1394  -0.1264  0.1151  -0.006
Si  1.8117  12.5574  5.1053  0.1172  -0.1573  0.037
Si  1.7854  4.679  5.0817  0.0566  0.063  0.1131
Si  5.6204  8.5838  5.1784  0.0324  -0.0616  -0.0277
Si  5.614  12.3669  5.1013  -0.0797  0.0094  0.004
Si  5.592  4.6486  5.0726  0.0084  0.0297  -0.1424
Si  -0.1465  8.5821  6.3709  0.0102  -0.0641  -0.0745
Si  -0.2215  12.3908  6.2504  -0.0005  0.0045  0.0383
Si  -0.2367  4.6555  6.2499  0.0433  -0.0251  0.0224
Si  3.7094  8.6274  6.6296  -0.0213  -0.0692  -0.0307
Si  3.6982  12.4779  6.5744  0.0664  0.0429  -0.0483
Si  3.6679  4.6913  6.5172  -0.0558  -0.0137  -0.0188
Si  7.6103  8.5164  6.4483  0.0028  0.0964  -0.0138
Si  7.5999  12.3725  6.4045  -0.0285  -0.0257  0.027
Si  7.4634  4.5609  6.5388  -0.0886  -0.1347  0.1376
Si  -0.1743  10.5386  7.732  0.1133  0.024  -0.0046
Si  -0.2668  14.3137  7.5326  0.1219  -0.1676  0.1935
Si  -0.1532  6.586  7.576  -0.0549  0.1611  -0.0982
Si  3.7275  10.6082  8.0505  -0.1584  -0.0862  0.1203
Si  3.5119  14.4049  7.9583  0.1367  0.0559  0.1146
Si  3.6878  6.6273  7.9088  0.0419  0.0761  -0.0231
Si  7.6523  10.4605  7.7979  0.0543  -0.0961  -0.07
Si  7.4819  14.1288  7.9798  -0.1291  0.1005  -0.1244
Si  7.5713  6.5876  7.7999  -0.1566  0.0408  -0.0723
Si  9.5634  10.5013  9.2125  0.0664  0.0574  0.1684
Si  9.5615  14.2648  8.9981  0.2164  0.011  -0.2479
Si  9.6041  6.5902  8.9862  0.257  0.2059  0.1458
Si  1.6192  10.6009  9.3185  -0.0773  -0.0782  -0.116
Si  1.4372  14.3028  9.1333  -0.3545  -0.139  -0.1434
Si  1.6317  6.614  9.1138  -0.2345  0.0103  0.0715
Si  5.8548  10.7479  9.276  -0.0506  -0.0588  -0.0658
Si  4.6726  2.9806  10.0081  -0.2952  0.0135  0.1747
Si  5.6705  6.7727  9.206  0.0698  0.1246  -0.2639
Si  10.2233  8.4735  10.3505  -0.6212  -0.2326  0.1094
Si  9.9122  12.5025  10.5303  -0.1623  0.0027  0.0141
Si  10.0277  4.6215  10.1949  0.1336  0.1202  0.0632
Si  1.0316  8.557  10.3873  0.5162  -0.0285  0.062
Si  0.7763  12.4748  10.6451  0.1587  0.2436  0.1842
Si  0.9609  4.682  10.3313  -0.0115  -0.0132  0.0597
Si  5.8084  8.7254  10.6066  -0.138  -0.069  0.1857
Si  6.3698  13.0412  9.9405  0.3632  -0.0659  -0.1659
Si  5.8384  4.9468  10.6261  0.0312  -0.0761  0.0969
Si  4.6698  9.977  14.5449  0.3288  0.0988  0.1561
Si  7.9701  13.5547  11.7172  -0.0846  -0.4042  0.3798
Si  8.0619  4.4817  11.4933  0.2052  0.6049  0.2384
Si  3.2903  8.4533  12.4581  -0.0978  0.0706  0.0069
Si  2.6074  15.6119  11.9455  -0.153  0.1218  -0.2241
Si  1.442  1.8676  13.6112  -0.0895  0.0066  -0.0402
Si  5.488  4.4996  15.2236  0.0278  0.0349  0.2695
Si  7.4822  9.7167  20.443  0.0604  -0.0812  -0.0458
Si  8.2061  7.5178  12.4975  0.1574  -0.0738  0.0808
Si  4.991  12.0348  16.538  0.3818  -0.383  0.1977
Si  2.3772  3.6019  18.1629  0.0875  0.1109  0.0322
Si  4.3814  5.4587  12.4703  0.3525  -0.0709  -0.0291
Si  0.2092  5.2484  17.1216  0.1632  -0.0341  0.1616
Si  1.139  8.2973  20.4601  0.085  0.0859  -0.0471
Si  7.4635  9.0951  14.8636  -0.1326  0.2284  0.092
Si  9.7184  5.8215  17.9473  -0.3101  0.1175  0.0727
Si  6.7571  0.2101  14.138  -0.0519  -0.2385  0.2018
Si  2.2662  10.5775  22.1599  -0.1819  0.1238  -0.2132
Si  3.8684  14.3536  20.6609  0.0611  0.132  -0.048
Si  11.9123  1.1893  21.2962  -0.0054  -0.1468  0.0878
Si  1.7107  3.531  22.7328  0.0414  -0.216  -0.2593
Si  4.4493  6.0304  17.6432  -0.005  -0.0087  0.2425
Si  2.0218  7.5963  17.6998  0.0903  -0.0389  0.1599
Si  8.2163  3.5432  16.3173  0.094  -0.0135  0.3281
Si  11.0759  1.0657  18.3766  -0.075  -0.0302  0.1429
Si  5.7579  12.127  19.7029  -0.0055  0.0046  -0.1316
Si  6.6027  7.3298  22.1998  0.0593  -0.2107  -0.3878
Si  9.0224  5.6399  23.1035  -0.2148  -0.0949  -0.3264
Si  8.3961  1.8632  18.8808  -0.0367  -0.0096  0.041
Si  3.5007  13.6418  15.8  -0.1844  -0.069  0.3554
Si  8.84  16.0419  20.3281  -0.1852  0.0402  -0.0342
Si  -0.6021  2.8106  15.6692  -0.0864  -0.0124  0.2986
Si  8.8438  8.8827  17.6786  0.0028  -0.0174  0.0683
Si  9.5134  11.0032  22.5632  0.194  -0.009  -0.1988
Si  5.8192  5.2661  20.2186  -0.0604  -0.0021  0.0704
Si  0.1348  9.7864  18.0926  -0.0322  0.0052  0.069
O  10.2973  10.0605  23.6625  0.3277  -0.2775  0.1213
O  -0.3021  9.0397  -1.3276  -0.2945  0.1506  -0.3031
O  4.0834  11.0199  -1.6129  -0.0129  -0.0149  0.0144
O  9.201  3.8669  -1.8312  0.066  0.4923  0.5099
O  3.6762  8.7396  -0.277  -0.0729  -0.1916  0.2346
O  6.2875  11.8742  -0.2151  0.381  0.212  0.2349
O  3.3532  5.1332  -0.3836  0.031  -0.0766  0.141
O  0.6972  4.643  -0.3664  -0.4196  -0.0059  0.2727
O  1.631  12.3501  0.471  0.3051  0.1614  0.2108
O  9.553  8.1882  11.8607  0.2519  -0.0132  -0.2207
O  8.189  5.8803  12.4652  -0.1542  -0.1722  -0.0453
O  7.3504  12.9667  13.1821  0.1459  0.254  -0.4257
O  7.8633  9.1218  16.4235  -0.0198  -0.0126  -0.0468
O  1.761  8.5292  11.9067  -0.1139  0.0097  -0.1396
O  1.2612  12.5486  12.2701  -0.0484  0.0047  -0.2036
O  6.4163  12.2849  15.6869  -0.14  0.0608  0.0208
O  4.3642  9.033  11.3683  -0.0165  -0.0465  -0.0423
O  3.4882  2.7653  11.2311  0.1765  0.2149  -0.207
O  6.9232  8.2429  11.7495  -0.1148  0.0563  -0.1717
O  7.8483  2.457  17.4749  -0.0306  0.0317  -0.1687
O  4.3386  3.3606  15.3334  -0.0607  0.1156  -0.108
O  8.1218  9.545  18.9655  0.0254  -0.0196  -0.0621
O  6.849  8.3148  20.9389  -0.0724  -0.0202  0.1544
O  -1.7483  12.0686  -1.6922  -0.1067  -0.1375  0.1848
O  9.2315  1.9664  -3.7287  -0.0052  0.1389  0.1074
O  2.2332  9.2607  21.1935  -0.0269  0.0315  0.0815
O  2.7124  14.398  19.5216  -0.0104  -0.0143  -0.0367
O  1.3449  10.4169  23.5025  -0.0106  -0.1307  -0.0121
O  10.6225  0.3585  21.8468  -0.0578  0.0451  -0.022
O  11.6682  1.6724  19.7654  0.0168  -0.0017  -0.0981
O  7.1155  13.0081  19.7377  0.0422  -0.002  0.0035
O  5.3553  5.1416  13.7533  -0.0672  0.0638  -0.0909
O  12.0159  7.4203  21.6126  -0.0238  -0.0883  0.1996
O  3.6044  7.4054  17.3539  -0.0859  -0.0283  -0.0756
O  9.0753  7.3025  17.8857  0.124  -0.052  -0.0031
O  2.4038  2.5354  16.9256  0.059  0.0077  -0.1435
O  0.0576  4.3146  15.7698  0.0345  -0.0494  -0.0106
O  6.1878  10.7174  20.3888  -0.0164  0.0425  0.0074
O  9.4034  2.9816  15.3501  0.0468  -0.038  -0.1187
O  9.1704  14.5501  19.8034  0.0664  0.0268  -0.0171
O  1.7581  3.4251  13.2164  0.0396  -0.273  0.0792
O  3.7064  6.9181  12.7493  -0.007  -0.0525  0.0451
O  3.4729  4.7647  17.8996  -0.0593  -0.0451  -0.0805
O  3.3656  9.3274  13.8429  -0.0714  -0.124  -0.1968
O  11.1223  2.1128  17.1436  0.0562  0.0467  -0.1487
O  7.8269  10.5629  14.2081  0.0141  0.027  -0.049
O  8.3857  5.0246  24.4531  0.0485  0.0416  0.2253
O  2.163  9.2679  -2.3896  -0.0017  -0.1016  0.0255
O  5.2637  11.9234  18.1547  -0.0749  0.1014  -0.2494
O  4.6181  12.904  20.5754  0.008  -0.0226  0.0374
O  5.3682  5.6686  16.3582  0.0061  -0.039  -0.1425
O  11.6501  9.2311  19.6464  0.0065  -0.0388  0.0032
O  0.927  4.3242  18.293  -0.0831  0.1067  -0.2218
O  8.0916  6.9094  22.7089  0.0938  -0.0017  0.0946
O  8.2385  7.909  14.0849  -0.0568  -0.0818  -0.1671
O  1.8499  7.3453  19.3276  -0.0754  0.0202  -0.0276
O  8.655  4.8922  17.1149  0.118  -0.0355  -0.0835
O  5.8483  8.847  14.7252  -0.0834  -0.0116  -0.0264
O  9.0176  16.0984  21.9316  0.0403  0.0833  0.1204
O  4.9484  3.9183  20.3529  -0.0606  -0.0856  0.0105
O  1.1854  6.5208  16.7953  -0.0608  0.0067  -0.0301
O  1.4843  6.9998  -1.1985  0.1487  -0.1481  0.0645
O  10.3073  9.5269  17.362  0.0487  -0.0465  -0.0405
O  5.3137  -0.4075  13.6033  0.008  -0.0643  -0.0499
O  1.4172  9.0753  17.3614  0.0041  -0.0724  -0.0483
O  5.7532  6.0514  21.6403  0.0772  0.0895  0.0835
O  9.4916  0.6714  18.6175  0.0356  0.1071  -0.0648
O  0.0594  1.9154  14.4907  0.039  -0.0744  -0.0359
O  4.7863  8.8056  -2.6905  -0.1325  0.0108  0.118
O  8.7028  10.1513  21.4385  -0.0198  0.0156  0.1087
O  9.8287  5.4805  19.5608  0.0605  -0.0054  -0.1408
O  6.9499  3.8209  15.3647  -0.0407  0.0033  -0.1149
O  3.8296  10.7763  22.5622  0.2013  0.0077  0.1124
O  6.9282  3.0189  -2.6871  0.1275  0.0478  0.1204
O  2.6773  12.9395  14.5549  -0.0884  0.1365  -0.0553
O  3.1433  3.064  22.0842  -0.0212  0.0056  0.0979
O  1.662  0.2565  21.3389  0.0163  -0.0324  -0.0081
O  5.7037  7.9837  23.3659  -0.0941  0.1112  0.3261
O  7.332  4.83  19.8777  0.101  -0.0364  0.0172
O  5.3206  6.2321  19.0026  -0.0297  -0.0463  -0.1113
O  12.144  2.4932  22.2424  0.0014  0.0746  0.1051
O  4.3489  10.5914  16.0299  -0.0439  0.093  -0.0593
O  0.3976  11.3779  18.0158  -0.0096  0.0061  -0.0308

Results
free energy: -121592.465 eV
free energy less fixed offsets of O -569.03, Si -635.61 eV per atom: 3.395 eV
pressure: -0.41 GPa
stress xx, yy, zz, yz, xz, xy (GPa, positive in tension): 1.36, -0.25, 0.11, 0.3, 0.03, -0.44

The program warned: the cutoff lies below the one the program advises for these potential files.
